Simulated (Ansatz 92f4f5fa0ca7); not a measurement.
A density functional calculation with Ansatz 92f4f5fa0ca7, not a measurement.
Periodic cell of 209 atoms, Si128O81, from a study of silicon, its oxide and their interface. The atomic structure is a simulated model.
Doubt: the cutoff is far below the 930 eV that the study's wrapper takes by default for these files, so forces and energies are approximate.
This geometry differs little from another in the collection (a relaxation step or a small displacement).

Settings
functional: PBE
potential files: Ansatz PAW
basis: plane waves
wave-function cutoff: 580 eV
density cutoff ratio: 5
exchange-correlation grid ratio: 1
k mesh: 1 x 1 x 1, Gamma-centred
self-consistency stop: 5e-08 eV per atom in the density residual
occupations: fixed
spin: none
net charge: 0

Cell vectors (angstrom)
a 10.938 0 0
b 0 10.938 0
c -4.3431 2.2702 30.7689

Atoms and the computed forces on them: element, x, y, z (angstrom), force x, y, z (eV/angstrom)
Si 0.6562 6.8649 24.3423 0.0042 -0.0254 -0.0071
Si 4.2906 -0.1213 24.5679 -0.034 -0.024 0.07
Si -2.064 -0.5674 24.9649 -0.0461 -0.0067 0.0289
Si -1.2048 5.2391 24.7186 -0.0161 -0.0459 0.0041
Si 7.365 8.4221 24.748 0.0295 0.0163 0.0126
Si -4.5531 2.1913 24.8628 0.0307 -0.0167 0.0129
Si -0.1645 3.5907 26.0188 -0.0049 0.0162 0.0138
Si 2.4432 6.1318 25.7408 0.017 -0.0056 0.0119
Si -0.3817 -1.6978 26.1039 -0.0109 0.0794 0.0381
Si 2.5735 0.8893 25.9144 0.0023 -0.0047 -0.009
Si 5.0289 3.6913 25.9449 -0.0079 0.022 0.0169
Si 8.0753 6.4589 25.9413 0.0002 0.0092 -0.002
Si 5.3371 9.097 25.8503 -0.0125 0.0078 0.0031
Si -3.1168 0.9964 26.2516 0.0142 -0.0165 -0.0004
Si -1.5803 2.2996 27.3954 0.006 0.0129 0.0024
Si 1.1506 4.9849 27.367 0.0106 -0.0259 0.0004
Si -1.5958 -3.1906 27.4356 -0.0252 -0.0137 0.0225
Si 1.1775 -0.4404 27.3218 -0.0015 0.006 0.0094
Si 3.8422 2.2614 27.377 -0.0183 0.014 0.0142
Si 6.5724 5.056 27.2494 -0.0053 0.0019 0.0222
Si 3.8419 7.675 27.1649 0.0077 0.0037 0.0071
Si 6.5204 -0.5201 27.435 -0.0026 0.005 0.0027
Si -0.2414 0.903 28.7179 0.292 -0.0435 0.0279
Si 2.4931 3.6375 28.7179 0.0305 -0.0781 0.3559
Si -0.2414 -4.566 28.7179 0.3229 -0.1695 0.2955
Si 2.4931 -1.8315 28.7179 0.2357 -0.3253 -0.7128
Si 5.2276 0.903 28.7179 -0.3505 0.0079 0.4894
Si -2.9759 3.6375 28.7179 -0.2355 0.4608 -0.3477
Si 5.2276 6.372 28.7179 -0.1261 0.1418 -0.7024
Si 7.9621 9.1065 28.7179 -0.1683 -0.048 0.5884
Si 1.1259 2.2702 30.0852 -0.0122 0.0304 0.0661
Si 3.8604 5.0047 30.0852 0.0085 -0.099 -0.014
Si 1.1259 -3.1988 30.0852 0.0125 -0.0998 -0.0331
Si 3.8604 -0.4643 30.0852 0.0698 0.0381 0.004
Si -4.3431 2.2702 30.0852 -0.0266 -0.0402 -0.0513
Si -1.6086 5.0047 30.0852 -0.0468 0.0689 -0.0066
Si 6.5949 7.7392 30.0852 -0.0268 0.122 0.0457
Si -1.6086 -0.4643 30.0852 -0.0092 -0.0271 -0.0086
Si 4.1018 1.3673 0.6835 -0.1233 0.0422 -0.0297
Si 6.8362 4.1018 0.6835 -0.0292 0.1202 0.0071
Si 4.1018 -4.1018 0.6835 0.103 -0.07 -0.0033
Si 6.8362 -1.3673 0.6835 0.038 -0.1587 -0.0233
Si 9.5708 1.3673 0.6835 0.0834 -0.0183 0.0181
Si 1.3673 4.1018 0.6835 0.0698 -0.1151 -0.0149
Si 9.5708 -4.1018 0.6835 -0.0824 0.0912 -0.0207
Si 1.3673 -1.3673 0.6835 -0.0616 0.1446 -0.0001
Si 2.7345 0 2.0507 -0.2223 0.2618 -0.0132
Si 5.469 2.7345 2.0507 -0.3212 0.2195 -0.1751
Si 2.7345 -5.469 2.0507 0.1628 -0.2099 -0.0358
Si 5.469 -2.7345 2.0507 0.2467 -0.1749 0.0536
Si 8.2035 0 2.0507 0.2167 -0.4053 -0.1231
Si 10.938 2.7345 2.0507 0.3029 -0.2085 0.0474
Si 8.2035 5.469 2.0507 -0.201 0.31 -0.0268
Si 10.938 -2.7345 2.0507 -0.2606 0.1354 -0.1132
Si 4.0882 -1.3762 3.358 -0.0003 -0.0001 -0.0018
Si 6.8006 1.3319 3.3321 0.0007 0.0009 0.0006
Si 4.0998 4.1001 3.4748 0.001 -0.0013 -0.0037
Si 6.8372 -4.1025 3.4906 0.0008 0.0047 -0.0021
Si 9.5661 -1.3835 3.4763 0.0009 -0.0006 -0.002
Si 1.3716 1.3659 3.4889 0.0034 0.0039 -0.0055
Si 9.5791 4.1184 3.3554 0.0009 0.0039 -0.0049
Si 1.3675 -4.0968 3.3568 0.0004 -0.001 -0.0018
Si 5.4309 -0.0039 4.6866 -0.0076 -0.0097 0.0105
Si 8.1779 2.7144 4.5806 0.0076 0.0027 0.0308
Si 5.4481 5.4742 4.8872 0.0055 -0.0009 0.0185
Si 8.2004 -2.7308 4.9196 -0.0044 -0.0064 0.0022
Si 0.0105 -0.0405 4.8713 0.0047 -0.0003 0.0209
Si 2.7453 2.7459 4.9051 -0.0047 -0.0043 0.0014
Si 10.941 5.4961 4.6953 -0.0073 -0.0104 0.0092
Si 2.7223 -2.7302 4.6802 0.0162 0.0026 0.0199
Si 4.1546 1.297 6.1948 0.0054 0.0141 -0.0013
Si 6.8776 3.9721 6.062 -0.0107 0.0139 -0.0285
Si 4.02 -4.013 6.1615 0.0053 -0.0115 -0.0199
Si 6.7465 -1.2772 6.1614 0.0119 0.0027 -0.0056
Si -1.4507 1.4201 6.0255 0.0114 -0.0037 -0.0194
Si 1.3399 4.2158 6.1604 0.0141 -0.0018 -0.0073
Si 8.7221 4.8555 7.2145 -0.0015 -0.0075 -0.0075
Si 1.4399 -1.4527 6.1822 -0.0272 0.0098 -0.0264
Si 3.1816 -0.4536 7.4647 0.0094 0.0037 -0.0033
Si 5.958 2.236 7.42 0.0116 -0.0244 -0.0044
Si 2.2667 -4.943 7.4728 -0.0124 0.0083 0.0044
Si 4.9232 -2.2039 7.3954 -0.0079 0.012 -0.0148
Si 7.7289 0.5359 7.3353 -0.0144 0.0118 0.0017
Si -0.4826 3.1741 7.238 -0.0129 0.0047 -0.0147
Si 9.651 -4.1582 6.2084 -0.0013 0.0141 -0.0148
Si 0.5226 -3.2337 7.4877 0.0152 -0.0093 0.0116
Si 3.2073 4.2272 24.4241 -0.0205 -0.0078 -0.0055
Si 1.4025 2.461 24.6105 0.0153 0.0116 0.0141
Si -2.4054 3.8962 23.18 0.017 0.0054 -0.0125
Si 5.5371 3.24 9.5312 -0.0139 0.0214 0.0078
Si 5.7458 4.658 14.1248 -0.0147 -0.0083 -0.0099
Si 3.6423 5.487 17.569 0.0004 0.0003 0.005
Si -4.3252 6.0752 16.8362 -0.0036 -0.0018 0.0052
Si 1.1955 6.933 18.5516 0.0049 -0.0027 -0.0014
Si 4.0719 -1.2989 21.6686 -0.0157 -0.0063 -0.0042
Si 2.9511 5.0784 9.5557 0.0028 -0.0248 0.0289
Si 2.0087 7.1524 21.4779 0.0167 0.0118 -0.0091
Si -3.0394 4.2855 18.8175 -0.0057 0.0044 -0.0034
Si -1.1569 2.3091 16.1867 0.0002 0.002 0.003
Si -4.0938 -2.2481 15.3797 0.0018 -0.0001 0.0085
Si -3.8731 -2.44 21.5817 -0.0032 0.0003 0.014
Si 6.6106 -2.9761 9.8488 0.0084 -0.0083 0.0187
Si 0.1857 -2.1388 9.5649 -0.0046 0.0099 0.0028
Si 2.7688 -4.3692 12.4232 -0.0103 -0.0009 -0.0003
Si 5.6468 -3.6616 12.7586 0.0016 -0.0007 -0.0043
Si 8.0067 5.0822 9.3872 -0.0067 0.0057 0.0354
Si 0.5868 0.1607 15.1754 0.0029 0.0026 0.0067
Si 8.5215 -0.4052 9.3237 -0.0006 -0.0121 0.0103
Si -4.2478 5.4871 21.264 0.0058 0.0069 0.0018
Si 4.7664 0.8904 11.6084 0.0005 0.0019 0.0069
Si 9.9929 4.356 11.678 0.0114 0.0039 -0.0031
Si -0.0944 4.1101 18.6005 0.0037 -0.0008 -0.003
Si 7.7991 0.3121 12.0852 -0.0008 0.0082 -0.0036
Si 3.7271 4.584 22.0724 0.0116 0.0006 -0.0045
Si 3.1211 0.0841 19.0429 0.0022 0.006 -0.0042
Si -0.7609 1.2913 22.6313 -0.0039 -0.0083 0.0201
Si 2.7 3.1792 19.561 0.0038 -0.0043 -0.0052
Si 3.3531 1.3791 14.471 0.0067 0.0083 -0.0028
Si 5.1218 0.0483 16.6713 -0.0009 0.0026 0.0015
Si -3.2153 1.3146 18.0495 0.0037 0.0003 0.0039
Si 10.8906 -3.7134 12.2654 0.0033 -0.0008 -0.0074
Si 2.5096 -0.1116 9.7392 -0.0137 0.0061 0.0314
Si 8.1088 2.934 13.7414 -0.0028 -0.0007 0.0019
Si 9.3496 -1.6522 13.8304 -0.0006 -0.002 -0.0018
Si 0.4459 -1.1866 18.105 0.0016 0.0053 -0.0002
Si 3.4542 4.4407 14.5856 0.0159 0.0036 -0.0076
Si 0.8638 2.6438 10.0227 0.0092 0.0029 0.0023
Si -1.7919 -0.3522 20.1956 0.0066 0.006 0.0002
O 1.0157 7.1168 22.7604 0.0117 0.0011 -0.0226
O 5.2016 5.9289 17.6328 0.0014 0.0017 0.0029
O 5.0568 2.2628 10.7589 -0.0016 -0.0085 0.0007
O 5.4157 1.0374 24.1539 0.0061 0.0107 -0.0359
O 8.3559 0.6485 10.5824 -0.0017 0.0046 0.0043
O 0.2554 -2.559 24.8349 0.0171 -0.0094 -0.029
O 10.778 2.5871 8.7593 0.0166 -0.0043 0.0207
O 0.5662 -2.7639 17.7263 -0.0005 0.0046 0.003
O 7.6344 -1.7505 9.599 -0.006 -0.0053 0.001
O 6.3551 -2.9388 14.0076 0.0061 0.0074 0.0089
O 10.5525 -3.0679 10.7932 0.0004 -0.0067 0.0066
O 6.3653 0.6612 17.4935 0.0003 0.0018 0.0025
O 4.0396 -3.4394 12.83 0.0057 0.0047 0.0066
O 10.8471 -5.3399 12.2768 -0.0109 -0.0106 -0.0095
O 2.7607 6.7384 18.1284 0.0036 -0.0026 0.0049
O 6.5087 3.2573 13.77 0.0076 -0.0045 -0.0005
O 5.2757 5.1347 21.9986 -0.0028 0.0001 0.0087
O 2.9418 1.6933 18.9599 0.0029 -0.0051 0.0108
O 3.1787 5.1469 16.0417 -0.0024 0.0043 0.0135
O -1.9651 1.1381 17.0077 0.0021 0.0025 0.0003
O 1.9966 3.7789 9.7976 -0.0163 0.0121 -0.0071
O -3.5637 -2.8408 23.1265 0.0069 0.0157 -0.0235
O 5.7058 -1.1653 15.7703 0.0036 0.0003 -0.0012
O -0.7805 0.4888 21.1929 -0.007 -0.0033 0.0046
O 9.8443 -3.1452 13.3806 -0.0054 0.0078 0.0063
O -3.7033 3.0599 23.7532 0.0057 0.0143 -0.0055
O -0.073 1.6462 15.1805 -0.001 -0.0016 -0.0002
O 6.1745 0.1644 12.0045 -0.0022 0.0001 -0.0024
O 7.3248 -4.3796 9.4742 -0.0018 0.0174 -0.0033
O -3.0926 5.4664 17.7008 0.0034 -0.0045 0.0103
O 2.1234 0.3202 14.6593 -0.002 0.0002 0.0004
O 3.708 -0.6614 23.1276 0.0084 -0.0155 -0.0485
O -4.1646 4.5654 19.9415 0.0047 -0.0058 -0.0003
O -0.3545 3.2708 17.2256 0.0004 0.0007 0.0035
O 3.1222 -2.6088 21.522 0.0044 0.0201 0.0163
O -0.9074 -0.9925 18.9887 0.0064 -0.0019 0.0013
O 1.6073 1.2024 10.1664 0.0041 0.0019 -0.0079
O 5.9504 -5.2706 12.8313 0.0009 -0.0013 0.0096
O -1.525 2.729 22.4232 -0.01 0.0043 0.0102
O -4.0716 7.0569 20.8238 0.003 0.0025 0.0078
O 1.0712 3.4565 19.5524 -0.0008 0.0015 0.0066
O 4.477 4.4915 9.3748 -0.0076 -0.0096 -0.0079
O 6.9755 3.9201 9.9307 0.0051 -0.0034 0.0036
O -1.5209 0.2296 23.6125 0.0292 0.0154 -0.0381
O 3.857 -0.1147 10.6875 -0.0016 0.0014 -0.0085
O 2.8445 2.9222 14.6252 -0.0019 -0.0107 -0.0011
O 1.6096 -1.4572 10.0517 0.0176 0.0035 -0.0002
O 1.4983 -3.3761 12.6489 0.0003 0 0.0013
O 3.9703 1.2183 12.9788 -0.0035 -0.0014 0.0102
O 5.2818 -2.7474 8.9316 0.0139 -0.009 0.0218
O 9.3327 4.9582 10.3224 -0.0129 0.0016 0.0024
O 0.0042 3.0568 11.3566 -0.0107 0.0161 0.0088
O 1.083 7.2754 20.147 -0.0004 -0.0003 0.0061
O 3.3773 3.3059 21.0651 -0.0026 -0.0031 0.0052
O 2.6691 5.2657 13.408 -0.0014 0.003 0.0005
O 0.7237 1.7007 23.2505 -0.0192 -0.0253 -0.0147
O 10.6945 -0.7966 14.1577 0.0049 0.0047 0.0027
O 0.3553 5.6043 18.1588 0.0017 0.0014 0.0059
O -3.5117 2.9006 18.1374 0.0019 0.0027 0.0059
O -2.9844 5.0593 22.1932 -0.0028 -0.001 0.0123
O 4.008 -0.4331 17.766 0.0013 0.0004 0.0056
O -2.5865 -1.6558 15.1284 -0.0004 -0.0025 0.0001
O 8.5095 -1.0679 12.5612 0.0084 -0.0103 0.0095
O 6.5119 5.3103 15.4112 0.0124 0.0085 0.0098
O 1.6914 -0.6808 19.019 -0.0037 -0.0012 0.0028
O 2.7852 5.7381 21.4134 -0.0057 0.0066 0.011
O 8.2585 1.4202 13.1794 0.0018 0.0084 0.005
O 6.209 -3.0055 11.4064 0.0075 -0.0007 -0.0192
O 4.4718 1.1244 15.6344 0.0028 -0.0039 0.001
O -2.6621 -1.5329 20.9473 -0.0098 -0.0039 0.0118
O 3.799 -0.2384 20.4775 0.0069 -0.017 0.0189
O 0.5005 -0.3968 16.6951 0.0014 -0.0052 0.0056
O 3.4372 4.1975 18.5315 0.0025 0.006 0.0058
O 2.8745 -4.8635 10.8582 0.0114 -0.0043 -0.0021
O -3.9818 7.6404 16.6093 0.0002 0.0043 -0.0014
O 8.854 3.9662 12.7484 0.001 0.0009 -0.0015
O -2.8548 0.6865 19.5082 -0.0011 0.0007 0.0064
O 10.0871 -0.8978 9.231 0.0061 -0.0067 -0.0026
O 5.6555 -1.6383 21.5438 0.005 -0.0058 0.0235
O -2.211 3.1138 15.2389 0.0045 -0.0028 0.0004
O -1.5163 4.1777 19.4155 -0.0008 0.003 0.0078

Results
free energy: -127441.233 eV
free energy less fixed offsets of O -568.88, Si -635.61 eV per atom: -3.873 eV

The program warned: the cutoff lies below the one the program advises for these potential files; the forces do not sum to zero within the program's tolerance; the exchange-correlation potential is rough where the density is thin.
